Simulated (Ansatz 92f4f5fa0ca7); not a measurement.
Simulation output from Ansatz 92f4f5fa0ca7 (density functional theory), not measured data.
Periodic cell of 215 atoms, Si132O82P1, from a study of silicon, its oxide and their interface. The atomic structure is a simulated model.
Doubt: the cutoff is far below the 930 eV that the study's wrapper takes by default for these files, so forces and energies are approximate.

Settings
functional: PBE
potential files: Ansatz PAW
basis: plane waves
wave-function cutoff: 580 eV
density cutoff ratio: 5
exchange-correlation grid ratio: 1
k mesh: 1 x 1 x 1, Gamma-centred
self-consistency stop: 5e-08 eV per atom in the density residual
occupations: fixed
spin: none
net charge: +1 e, with a uniform compensating background and no finite-size correction

Cell vectors (angstrom)
a	10.938	0	0
b	0	10.938	0
c	0	0	31.5432

Atoms: element, x, y, z (angstrom)
Si	10.4321	0.5745	24.327
Si	6.0417	10.4981	24.1362
Si	2.126	3.2499	24.0727
Si	8.7042	2.2582	24.2933
Si	0.4957	5.0538	24.1526
Si	5.0467	5.8978	24.1881
Si	3.3907	7.6512	24.1509
Si	7.8281	8.8278	23.9834
Si	1.3417	1.4772	25.4391
Si	6.9117	1.3066	25.477
Si	4.0232	4.1015	25.3139
Si	9.6574	4.1025	25.405
Si	1.4908	6.8163	25.3553
Si	6.8939	6.9482	25.2318
Si	4.2245	9.5355	25.3301
Si	9.5314	9.6399	25.4184
Si	2.7748	0.0045	26.6372
Si	8.2148	-0.0274	26.9243
Si	0.0097	2.7696	26.9
Si	5.4443	2.7376	26.6593
Si	2.7498	5.4365	26.8256
Si	8.2166	5.5245	26.6247
Si	0.0365	8.2094	26.6459
Si	5.5484	8.1992	26.7818
Si	4.1033	1.3657	28.0546
Si	9.5861	1.3714	28.2538
Si	1.3831	4.125	28.2526
Si	6.8283	4.1416	28.006
Si	4.1569	6.8219	28.1365
Si	9.5922	6.8515	28.0345
Si	1.3935	9.5883	28.0277
Si	6.8361	9.5329	28.2519
Si	0.0472	-0.0234	29.5169
Si	5.437	0.0169	29.4808
Si	2.7644	2.7077	29.5143
Si	8.1642	2.7768	29.4692
Si	-0.0267	5.5112	29.4898
Si	5.5018	5.453	29.4963
Si	2.7448	8.2171	29.4403
Si	8.2485	8.1628	29.5184
Si	1.39	1.3552	30.8955
Si	6.8069	1.3842	30.8269
Si	4.1234	4.0881	30.8762
Si	9.5446	4.1257	30.8346
Si	1.3661	6.864	30.8224
Si	6.8637	6.8065	30.8876
Si	4.0864	9.581	30.8363
Si	9.5984	9.549	30.8842
Si	2.7456	-0.0309	0.7129
Si	8.1731	0.0099	0.6472
Si	-0.038	2.7496	0.6611
Si	5.4784	2.713	0.7063
Si	2.7095	5.4838	0.6545
Si	8.2129	5.4336	0.7247
Si	0.0324	8.181	0.7087
Si	5.4583	8.2145	0.6597
Si	4.1217	1.3308	2.0668
Si	9.5085	1.385	2.0183
Si	1.3181	4.1311	2.0316
Si	6.8486	4.0513	2.0848
Si	4.0685	6.8631	2.0171
Si	9.6021	6.7995	2.0637
Si	1.38	9.5482	2.0836
Si	6.8229	9.5767	2.0473
Si	-0.0704	-0.0001	3.3094
Si	5.4764	-0.0163	3.503
Si	2.6892	2.7223	3.3089
Si	8.1802	2.6747	3.524
Si	-0.0253	5.4515	3.5265
Si	5.4406	5.477	3.3025
Si	2.7439	8.1909	3.497
Si	8.2286	8.1866	3.3585
Si	1.2795	1.3669	4.6691
Si	6.8377	1.2949	4.9455
Si	4.0646	4.103	4.66
Si	9.533	4.0515	4.903
Si	1.3564	6.8461	4.8791
Si	6.8323	6.8026	4.6835
Si	4.1142	9.5596	4.8821
Si	9.5744	9.5689	4.7409
Si	2.627	0.0429	6.0992
Si	8.2363	-0.1443	6.2823
Si	-0.0214	2.6397	6.2192
Si	5.3695	2.7532	6.1293
Si	2.7439	5.423	6.1485
Si	8.0889	5.4321	6.1852
Si	-0.0087	8.2622	6.2169
Si	5.558	8.152	6.161
Si	3.4709	1.904	7.2366
Si	10.0506	0.7937	7.4841
Si	1.7824	3.641	7.3682
Si	6.1968	4.5457	7.4018
Si	4.62	6.3221	7.2612
Si	9.1532	7.1831	7.3244
Si	0.9086	10.1024	7.4713
Si	7.4079	8.8783	7.4916
O	4.5183	6.6952	8.8893
O	1.3823	4.0075	8.952
O	9.7562	6.5747	8.7584
O	1.4166	10.1423	9.3148
O	6.0783	4.2544	9.0579
O	3.5965	1.466	8.8406
O	7.1321	8.9395	9.153
O	9.6734	1.0538	9.0917
O	8.2558	2.5237	22.7274
O	10.995	5.5536	22.6324
O	5.6376	0.08	22.6219
O	5.2872	5.398	22.6248
O	2.1375	2.8034	22.4674
O	3.3234	7.8484	22.4975
O	8.3755	8.7424	22.4027
O	-0.1828	11.2403	22.7354
Si	2.1573	2.9977	12.8997
Si	8.6847	1.2908	10.3555
Si	1.0784	4.508	15.363
Si	7.5761	5.5738	12.2122
Si	2.4055	8.1856	21.2024
Si	5.4377	7.7613	12.5089
Si	9.2603	0.4628	15.5
Si	2.9067	-0.0431	16.6502
Si	10.4666	1.1841	12.6052
Si	7.7638	2.8311	21.2233
Si	9.1303	8.7952	14.4749
Si	1.4518	4.7852	10.3764
Si	4.477	9.4883	19.1283
Si	11.0672	6.1012	21.1024
Si	6.6107	10.4556	14.8446
Si	5.3871	0.7334	21.1633
P	2.3725	9.8067	10.4613
Si	0.4217	10.6331	21.3761
Si	5.8538	5.249	21.1207
Si	3.6373	7.0551	10.1658
Si	9.0596	5.6823	14.8426
Si	3.6663	4.0719	19.0893
Si	10.0256	3.6678	19.3041
Si	4.2598	8.6678	15.3747
Si	0.4581	1.923	17.1518
Si	6.7849	7.5328	19.2387
Si	5.2547	3.6234	16.7294
Si	7.7798	5.0164	17.5121
Si	6.6962	9.8831	10.4024
Si	4.4076	1.0293	10.1385
Si	-0.0318	9.1196	11.9183
Si	9.0942	8.6307	20.9286
Si	4.5481	1.6661	14.5716
Si	2.441	2.079	21.0395
Si	6.3455	3.3361	10.3737
Si	3.4375	5.9194	16.7437
Si	9.8888	6.558	10.3658
O	0.1236	2.6336	18.5772
O	2.9221	9.6288	15.5717
O	10.8548	4.8079	20.1315
O	7.5519	2.3568	9.9111
O	10.91	5.3507	10.8267
O	6.5989	6.6912	12.9017
O	10.4007	8.076	10.7875
O	7.6646	9.4555	14.0044
O	8.421	6.2776	11.0082
O	5.3545	10.4952	20.0511
O	2.1706	3.7573	11.4394
O	7.9654	8.5463	19.7474
O	6.1974	6.7251	20.5334
O	5.5032	2.7167	15.3948
O	1.3027	0.9209	20.6884
O	6.0838	9.0088	11.6481
O	4.6117	4.989	16.1018
O	6.5956	3.903	17.6175
O	10.5947	10.699	11.7986
O	5.5731	0.495	13.9775
O	8.0103	5.1047	15.9148
O	9.7238	9.8229	15.6028
O	-0.3886	5.1456	15.1527
O	1.5601	6.8434	20.7838
O	1.4914	0.6309	17.1666
O	6.5857	1.7811	20.7972
O	1.0029	1.8313	12.8415
O	3.261	5.4939	18.334
O	9.5124	2.0147	11.579
O	1.0394	3.096	16.1773
O	8.6304	5.1326	13.3707
O	10.292	8.6202	13.3225
O	1.436	9.3999	21.6881
O	10.0752	9.9302	20.5952
O	3.2149	0.0954	10.9827
O	5.0658	2.3648	10.8235
O	1.7622	4.1817	13.9293
O	7.9524	10.8324	10.8596
O	9.1348	4.4743	18.2071
O	5.6357	9.5072	15.7734
O	5.5381	-0.0681	9.8153
O	3.5905	2.3075	13.3796
O	1.9768	5.6596	16.0737
O	9.707	1.0253	14.0286
O	4.4065	6.9186	11.5675
O	4.7669	4.4627	20.2128
O	9.9515	1.3649	16.6342
O	6.7282	4.2941	11.6443
O	5.5725	8.4045	18.5718
O	9.0629	2.7382	20.2416
O	3.5921	1.13	15.7673
O	4.2166	3.0716	17.8907
O	9.9041	7.2155	20.8795
O	3.3327	8.6985	9.9632
O	3.9409	7.4295	16.3898
O	7.6259	0.4966	15.6896
O	8.9485	7.2983	15.028
O	3.9243	1.4315	21.1557
O	1.6548	9.1795	11.7277
O	2.2915	6.181	10.2094
O	7.3405	6.461	18.1346
O	7.2259	4.3695	21.1284
O	4.5539	8.225	13.8117
O	3.3216	8.6772	19.9534
O	2.4955	3.2296	19.8629
O	3.7368	10.3651	17.9584

Results
free energy: -131307.504 eV
free energy less fixed offsets of O -568.88, P -755.39, Si -635.61 eV per atom: -3.434 eV

Forces (eV/angstrom), in the order of the atoms: element, x, y, z
Si	0.0224	0.0034	-0.0676
Si	-0.0062	0.0505	-0.0337
Si	-0.0031	-0.0362	-0.0658
Si	-0.0474	0.0008	-0.0461
Si	-0.015	0.0417	-0.0503
Si	0.0334	-0.0317	-0.0649
Si	-0.0163	0.0045	-0.0604
Si	0.0316	-0.0267	-0.0733
Si	-0.0215	0.0308	0.0698
Si	0.0227	-0.0303	0.081
Si	-0.0282	0.0051	0.0385
Si	0.0301	-0.0332	0.0535
Si	0.0123	-0.0165	0.0521
Si	-0.0099	0.017	0.0153
Si	0.0111	-0.0212	0.0327
Si	-0.0526	0.0121	0.0869
Si	0.0081	0.0174	-0.1358
Si	0.0079	-0.0058	0.2078
Si	0.0075	-0.003	0.2004
Si	0.0058	-0.0152	-0.1075
Si	0.0002	0.0007	0.1265
Si	0.0294	0.013	-0.1219
Si	0.0221	0.0178	-0.1166
Si	0.0166	0.0162	0.0933
Si	-0.0091	0.0384	0.0639
Si	-0.0052	-0.006	-0.3561
Si	0.0023	-0.0591	-0.3428
Si	0.0165	-0.0584	0.1223
Si	-0.0892	0.0214	-0.0957
Si	-0.03	0.0077	0.0882
Si	-0.0484	0.004	0.1232
Si	0.0699	0.0774	-0.3325
Si	0.0406	-0.0511	0.025
Si	-0.0063	0.012	0.0489
Si	0.0244	-0.0253	0.0552
Si	-0.0525	0.0465	-0.006
Si	-0.0274	0.0248	0.0489
Si	0.0214	-0.0284	0.0072
Si	0.0285	-0.0276	-0.049
Si	0.0425	-0.0476	0.06
Si	0.0006	-0.006	0.0215
Si	0.0143	0.028	0.0037
Si	0.0065	0.0049	0.0008
Si	-0.0105	-0.006	0.0059
Si	0.0073	0.0206	-0.0057
Si	-0.0038	-0.0015	0.0115
Si	-0.0343	-0.0151	0.0119
Si	0.0174	0.0197	0.0099
Si	0.0123	0.0054	0.007
Si	-0.0139	-0.0498	-0.0255
Si	0.0129	0.0063	-0.0157
Si	-0.0093	-0.0067	-0.0007
Si	0.0001	-0.0154	-0.0281
Si	-0.0092	-0.0079	0.0152
Si	0.0021	-0.0044	0.0017
Si	0.0406	-0.0068	-0.0215
Si	0.0147	-0.0111	-0.0005
Si	-0.0634	0.0929	-0.0495
Si	-0.066	0.0507	-0.0017
Si	0.045	-0.0355	-0.0162
Si	-0.0811	0.0427	-0.0482
Si	0.0437	-0.0399	0.0027
Si	0.011	-0.0216	-0.0182
Si	0.0092	0.041	0.0316
Si	0.1909	-0.0663	0.3143
Si	0.0062	0.0186	-0.0999
Si	0.0939	-0.0025	0.3344
Si	0.0003	0.0698	-0.0953
Si	-0.0086	-0.0318	-0.1291
Si	0.0635	-0.1107	0.3579
Si	-0.0253	0.01	-0.0924
Si	-0.0904	-0.0882	0.1601
Si	-0.0872	0.0059	-0.1257
Si	-0.0004	0.0436	0.078
Si	-0.0427	-0.022	-0.1376
Si	-0.0514	-0.0386	0.1343
Si	0.0899	0.0248	0.1453
Si	-0.0104	0.0074	-0.1227
Si	-0.0538	-0.0459	0.1548
Si	0.0153	0.0987	-0.0545
Si	0.0606	-0.0964	-0.0624
Si	0.0259	-0.0481	0.0259
Si	0.1188	-0.0445	-0.0219
Si	0.0245	0.0077	-0.0638
Si	0.0308	-0.1026	-0.0154
Si	-0.021	-0.0219	-0.0546
Si	-0.0109	-0.1338	-0.0337
Si	0.0816	-0.0112	-0.0722
Si	-0.0876	0.1318	0.0822
Si	-0.157	0.1694	0.1734
Si	-0.0707	0.0681	0.0386
Si	0.0284	-0.0469	0.0793
Si	-0.0373	0.0238	0.0468
Si	0.0139	-0.0122	0.132
Si	0.1348	0.234	0.3945
Si	-0.0065	-0.0038	0.0641
O	0.0337	0.0193	-0.1021
O	0.0232	-0.0151	-0.0135
O	-0.0384	0.029	-0.1115
O	-0.347	0.0641	-0.5888
O	-0.0328	-0.0306	-0.0424
O	0.0296	0.0466	-0.1581
O	0.0382	0.0146	-0.0817
O	0.0594	-0.0437	-0.1655
O	0.0228	-0.0131	0.1093
O	0.0114	-0.0332	0.101
O	0.0143	-0.0318	0.097
O	-0.0238	0.0196	0.1005
O	-0.0004	0.0271	0.085
O	0.0281	-0.0077	0.1088
O	-0.037	0.0113	0.1005
O	-0.02	0.0233	0.114
Si	0.0029	0.0555	0.226
Si	0.0243	0.0039	0.0839
Si	0.0032	0.0034	0.1873
Si	0.0191	-0.0016	0.1638
Si	-0.0478	0.0164	-0.0503
Si	0.0572	-0.0333	0.2004
Si	-0.0107	0.0352	0.1935
Si	-0.0069	-0.0065	0.1801
Si	0.0092	0.0478	0.2522
Si	-0.0127	0.0171	-0.0648
Si	-0.0406	-0.0146	0.1831
Si	0.0246	-0.0882	-0.0058
Si	0.0223	-0.019	0.0938
Si	0.0017	0.027	-0.0581
Si	0.017	-0.0005	0.1383
Si	-0.0156	0.0211	-0.0661
P	0.0826	-0.2545	0.3283
Si	0.0271	-0.0272	-0.0575
Si	0.0325	0.0025	-0.0477
Si	-0.0022	-0.0395	0.0358
Si	-0.0076	-0.0275	0.2033
Si	-0.0048	-0.0119	0.0985
Si	-0.0156	0.0225	0.0955
Si	-0.0504	0.0038	0.2281
Si	0.0067	0.0018	0.1511
Si	0.003	0.016	0.0663
Si	-0.0009	0.0232	0.1468
Si	0.0046	0.0212	0.1525
Si	0.0167	-0.0784	0.1024
Si	-0.0242	-0.063	0.005
Si	-0.2411	0.0222	0.1294
Si	0.0314	-0.002	-0.0428
Si	0.0379	0.0171	0.225
Si	0.0142	-0.0339	-0.0282
Si	0.0935	0.1279	0.0406
Si	0.0267	-0.0332	0.1342
Si	-0.0664	-0.033	0.0586
O	0.0263	-0.0336	-0.072
O	0.0177	-0.0295	-0.0756
O	-0.005	-0.015	-0.0138
O	-0.0043	-0.0077	-0.0102
O	-0.0024	0.0053	-0.0182
O	-0.0315	0.015	-0.0528
O	0.0499	-0.0049	-0.0234
O	0.0234	-0.0215	-0.0608
O	0.0561	0.0203	-0.0595
O	-0.0052	-0.0079	-0.0105
O	-0.0053	0.0169	-0.0899
O	-0.0046	-0.0039	-0.0129
O	-0.005	-0.001	-0.0041
O	-0.0181	-0.0489	-0.0891
O	-0.0086	0.0116	0.0084
O	0.0052	0.0786	-0.1232
O	-0.0027	0.0111	-0.0504
O	-0.0126	-0.0121	-0.0458
O	0.0212	-0.0863	-0.0989
O	0.0119	-0.005	-0.0631
O	0.0358	0.0171	-0.1219
O	-0.0016	-0.03	-0.0713
O	-0.0026	0.0046	-0.0628
O	0.0075	-0.0033	0.0148
O	0.0062	0.0014	-0.0451
O	0.0043	-0.0057	0.0164
O	-0.0084	-0.0302	-0.0721
O	-0.0054	0.0287	-0.0706
O	-0.0499	-0.0124	-0.0959
O	0.0084	0.0446	-0.0809
O	-0.0462	-0.0042	-0.1259
O	0.1141	0.0306	-0.1419
O	0.0041	-0.003	0.0044
O	-0.0064	0.0035	0.0105
O	-0.1269	0.0187	-0.1644
O	-0.0607	-0.0937	-0.0328
O	0.023	-0.0327	-0.1311
O	-0.0247	0.0214	-0.0241
O	-0.0207	0.0094	-0.0524
O	0.0225	0.0049	-0.0644
O	-0.0836	0.0605	-0.0367
O	-0.0516	0.015	-0.1199
O	-0.0401	-0.0177	-0.0801
O	0.0508	0.0259	-0.1742
O	-0.0602	-0.009	-0.1184
O	-0.0176	0.0012	-0.0205
O	-0.0374	-0.0327	-0.0769
O	-0.0545	-0.0886	-0.0954
O	-0.0067	0.0062	-0.0323
O	0.0144	0.0042	-0.0164
O	0.0352	0.0353	-0.0987
O	0.0223	-0.0054	-0.0697
O	0.003	-0.0049	0.0098
O	0.0979	-0.0067	-0.1177
O	0.0151	0.0452	-0.0748
O	-0.012	-0.0263	-0.055
O	0.0067	0.0587	-0.0682
O	0.0072	0.0046	0.006
O	0.1035	0.2202	-0.3709
O	0.0201	0.0832	0.0176
O	0.0117	-0.0361	-0.0578
O	-0.0047	-0.008	0.0111
O	0.0456	-0.028	-0.1862
O	0.0122	0.0016	-0.0151
O	0.0049	0.0149	-0.0213
O	-0.0363	0.0284	-0.106

The program warned: the cutoff lies below the one the program advises for these potential files; the exchange-correlation potential is rough where the density is thin.
